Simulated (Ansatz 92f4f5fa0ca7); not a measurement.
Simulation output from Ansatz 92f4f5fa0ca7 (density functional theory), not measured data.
Periodic cell of 216 atoms, Si120O64H32, with a vacuum gap, from a study of silicon, its oxide and their interface. The atomic structure is a simulated model.

Settings: functional r2SCAN; potential files Ansatz PAW; basis plane waves; wave-function cutoff 800 eV; density cutoff ratio 5; exchange-correlation grid ratio 1; k mesh 1 x 1 x 1, shifted by 0.5 0.5 0 of a step; self-consistency stop 1e-11 eV per atom in the density residual; occupations fixed; spin none; net charge 0; applied field sawtooth along c, amplitude +0.015 V/angstrom in the program's sign convention, ramp centred at 0.9874 of c and 0.0251 of c wide, no dipole correction.

Cell vectors (angstrom)
a  10.887  0  0
b  0  10.887  0
c  0  0  39.7632

Atoms: element, x, y, z (angstrom)
Si  0.3196  -0.0406  26.2324
Si  2.7027  3.1192  26.302
Si  0.2152  5.038  25.9745
Si  2.469  8.5453  26.1193
Si  5.3904  -0.2139  26.4077
Si  7.9935  3.1225  25.9027
Si  5.7125  5.361  25.9547
Si  7.8267  8.6733  26.0368
Si  1.5304  1.4481  27.53
Si  4.189  4.3538  27.4943
Si  1.2748  6.8336  27.2043
Si  3.9923  9.4321  27.7099
Si  6.789  1.4825  27.2458
Si  9.5365  4.0664  27.4252
Si  6.862  6.91  27.3082
Si  9.4908  9.7009  27.3578
Si  0.0139  2.7238  28.8025
Si  2.7417  0.0516  28.9452
Si  -0.0601  8.2036  28.6512
Si  2.6775  5.6043  28.7434
Si  5.4819  2.816  28.7224
Si  8.1279  0.1393  28.7224
Si  5.4681  8.0775  28.8513
Si  8.1981  5.5233  28.7106
Si  1.3772  4.1442  30.0907
Si  4.1538  1.4434  30.1514
Si  1.2968  9.5308  30.1195
Si  4.0567  6.8102  30.2027
Si  6.837  4.1444  30.0876
Si  9.5195  1.3886  30.1492
Si  6.8149  9.572  30.0856
Si  9.5343  6.8604  30.0916
Si  -0.0411  -0.0096  31.504
Si  2.7342  2.7639  31.4722
Si  0.0087  5.488  31.4472
Si  2.697  8.2082  31.4909
Si  5.4709  0.0334  31.4741
Si  8.1722  2.777  31.4697
Si  5.4332  5.417  31.498
Si  8.1664  8.1977  31.4646
Si  1.3742  1.3618  32.815
Si  4.0965  4.0627  32.8727
Si  1.3534  6.8205  32.8346
Si  4.0861  9.5556  32.814
Si  6.8333  1.3759  32.8225
Si  9.5439  4.1192  32.8111
Si  6.801  6.8089  32.8215
Si  9.5126  9.5161  32.8745
Si  -0.0204  2.7115  6.8954
Si  2.7313  -0.0148  6.9315
Si  0.0032  8.1559  6.9668
Si  2.7018  5.4351  6.913
Si  5.4764  2.6928  6.9498
Si  8.1287  -0.0171  6.942
Si  5.423  8.1649  6.9097
Si  8.1914  5.4584  6.9318
Si  1.3154  4.0836  8.2498
Si  4.1292  1.2984  8.281
Si  1.3948  9.4935  8.3178
Si  4.0617  6.7898  8.2512
Si  6.8782  4.0435  8.2845
Si  9.5269  1.3127  8.2562
Si  6.7737  9.4926  8.3073
Si  9.512  6.8241  8.3387
Si  -0.0451  -0.0735  9.6228
Si  2.684  2.6563  9.4945
Si  -0.0081  5.4491  9.6714
Si  2.7417  8.1037  9.6971
Si  5.4413  -0.0742  9.7166
Si  8.2253  2.6446  9.6729
Si  5.477  5.4399  9.5323
Si  8.1334  8.1761  9.717
Si  1.3354  1.3131  10.8653
Si  4.0915  4.0117  10.7211
Si  1.3441  6.7818  11.0842
Si  4.0846  9.4301  11.1055
Si  6.9041  1.2263  11.0414
Si  9.5754  4.039  11.0185
Si  6.7417  6.7682  11.0072
Si  9.531  9.5009  11.1183
Si  0.187  2.7509  12.314
Si  2.4967  -0.1552  12.2577
Si  -0.0841  8.0436  12.5505
Si  2.8422  5.3268  12.1621
Si  5.3474  2.5922  12.0659
Si  8.2835  0.0246  12.6174
Si  5.4911  8.1258  12.5406
Si  8.0624  5.2968  12.2884
Si  1.9539  3.7123  13.6022
Si  3.864  1.3186  13.3266
Si  0.9252  9.8024  13.8226
Si  4.2756  6.4031  13.6245
Si  6.3823  4.1139  13.4457
Si  9.9181  1.4599  13.8224
Si  7.2659  9.109  13.8647
Si  9.2598  6.6229  13.7657
Si  -22.9434  -17.6503  15.7907
Si  3.9903  -13.3359  17.4787
Si  -9.7443  -2.6408  16.5074
Si  25.8908  -10.6151  18.1351
Si  10.5416  14.0986  18.4927
Si  -7.149  1.3164  24.2687
Si  7.6064  -2.2239  23.0923
Si  -16.2084  10.7654  22.63
Si  9.7762  9.741  18.0247
Si  -23.1213  19.1104  20.6092
Si  23.0894  -10.1753  18.9807
Si  6.0555  -6.3748  20.5345
Si  -9.8222  -11.8145  21.4879
Si  25.1398  -2.384  23.1112
Si  -10.2568  12.0731  23.5212
Si  6.901  -29.0777  16.3546
Si  -27.9901  5.4014  17.8268
Si  -16.4418  28.1675  22.9571
Si  -4.9365  23.1988  20.0807
Si  -2.8002  12.1483  17.9406
Si  -12.6249  5.0488  20.6645
Si  16.078  -11.4322  15.5696
Si  13.2359  -16.1262  15.9078
Si  -1.0213  14.6761  23.5468
O  9.8571  -16.3127  14.8225
O  -12.0877  2.6528  14.9943
O  -12.716  8.8501  19.1838
O  19.2389  8.3523  24.5101
O  -5.6985  5.8844  24.4965
O  8.6364  10.7173  17.3649
O  -4.3838  9.6254  25.7982
O  -4.1972  31.5996  15.2285
O  21.452  -13.0485  17.0233
O  -14.9731  15.0828  25.6128
O  -2.1556  2.9909  24.4284
O  10.4233  5.0353  24.4632
O  0.0212  10.7465  18.5688
O  15.2644  8.9995  15.9932
O  -10.7656  -2.0345  20.807
O  -0.1229  3.9738  17.0531
O  1.5095  20.0154  15.1913
O  -5.2688  -16.5999  21.9432
O  3.9477  -3.7705  22.5055
O  10.7569  0.7706  24.8906
O  -9.087  10.9323  20.3954
O  -4.8525  2.902  20.7132
O  3.4008  6.529  15.0125
O  -8.5206  8.3688  17.5701
O  13.1464  1.0451  23.649
O  5.4479  5.3315  14.0017
O  15.8763  11.3716  16.7912
O  -9.192  26.2154  15.047
O  9.294  4.4341  22.1711
O  -8.8302  30.8226  22.371
O  -3.5964  11.884  19.3061
O  -16.764  -16.7979  19.365
O  10.8729  0.1936  14.332
O  -18.606  5.1039  17.2231
O  3.6291  -8.1452  24.9967
O  4.4562  -1.2359  22.8928
O  -1.5544  -8.695  18.2773
O  4.6673  22.0584  14.2998
O  4.3934  -12.176  18.5573
O  -9.7761  -4.2367  16.2244
O  -14.6908  -8.7703  17.0083
O  -12.1976  -4.278  20.597
O  16.6106  -17.2489  16.945
O  11.0888  21.8729  22.4036
O  12.2241  20.551  25.7448
O  13.8402  -8.4068  14.0544
O  1.472  14.9088  25.7363
O  0.1341  -8.1946  23.1661
O  -14.1811  -16.8455  20.1911
O  10.1428  -17.5152  19.658
O  -5.1097  -21.5697  21.0945
O  26.4018  -9.4951  19.1593
O  4.7649  7.0389  17.7596
O  -13.4876  4.3895  16.5134
O  -4.363  -14.2888  22.852
O  8.2623  -3.0342  14.3327
O  -7.7492  8.1909  24.6812
O  4.9883  1.2794  23.242
O  -9.9698  2.2964  18.9861
O  13.4182  -21.2488  17.9224
O  -4.1814  3.2532  14.7867
O  4.1834  11.0895  25.361
O  -3.9345  10.1522  23.1847
O  -2.2709  -45.7541  21.8455
H  2.1901  0.5342  33.7475
H  0.5391  2.17  33.7475
H  4.9213  3.2439  33.8052
H  3.2681  4.8779  33.8052
H  2.164  5.9876  33.767
H  0.5271  7.6377  33.767
H  4.8915  8.7178  33.7464
H  3.2527  10.3656  33.7464
H  7.6247  0.5249  33.7549
H  5.9993  2.1854  33.7549
H  10.3397  3.2722  33.7436
H  8.718  4.9369  33.7436
H  5.9726  7.6241  33.7539
H  7.6347  5.9991  33.7539
H  8.6818  10.3288  33.8069
H  10.3396  8.6995  33.8069
H  0.8148  1.9032  5.963
H  -0.8162  3.5584  5.963
H  3.5648  -0.8247  5.999
H  1.9154  0.8129  5.999
H  -0.8238  8.9724  6.0344
H  0.8295  7.3386  6.0344
H  1.8912  6.268  5.9805
H  3.5302  4.62  5.9805
H  6.3104  1.8834  6.0174
H  4.6516  3.5116  6.0174
H  8.9595  -0.8298  6.0095
H  7.3373  0.834  6.0095
H  6.2514  7.3497  5.9772
H  4.6176  9.0027  5.9772
H  9.0172  4.6407  5.9994
H  7.3577  6.2682  5.9994

Results
free energy: -113756.971 eV
free energy less fixed offsets of H -15.71, O -570.45, Si -639.56 eV per atom: 1.749 eV

Forces (eV/angstrom), in the order of the atoms: element, x, y, z
Si  -0.0021  -0.007  0.0248
Si  -0.0021  -0.0032  0.0179
Si  0.0042  0.0015  0.0323
Si  -0.0023  0.0052  0.0312
Si  -0.0035  -0.0016  0.0171
Si  -0.0072  0.0033  0.038
Si  0.0102  -0.0047  0.0319
Si  0.0017  0.001  0.0308
Si  0.0043  0.0018  -0.0108
Si  -0.0037  -0.0016  -0.0153
Si  -0.0007  -0.001  -0.0153
Si  0.0065  0.0042  -0.0179
Si  -0.0024  -0.0097  -0.0115
Si  0.0017  -0.0028  -0.0156
Si  0.0013  0.006  -0.0172
Si  0.0001  0.0029  -0.0138
Si  -0.0086  -0.0083  0.0049
Si  -0.0007  0.0003  0.0111
Si  0.0065  0.0057  0.0114
Si  0.0042  0.0086  0.0162
Si  -0.0028  -0.0074  0.0115
Si  0.0086  0.0039  0.0061
Si  -0.0102  0.0009  0.0102
Si  -0.0071  0.0011  0.0015
Si  0.012  -0.01  0.024
Si  -0.0043  -0.0047  0.0169
Si  -0.0031  -0.008  0.0192
Si  0.0216  0.0138  0.009
Si  0.0066  0.0119  0.0275
Si  -0.0065  -0.0126  0.0023
Si  0.0106  0.0049  0.0165
Si  0.0125  0.005  0.0209
Si  0.0045  0.031  0.1796
Si  -0.0387  0.02  0.1901
Si  -0.0192  0.0158  0.1805
Si  -0.009  -0.0051  0.175
Si  0.0231  -0.0215  0.1764
Si  0.018  -0.0384  0.1722
Si  -0.014  0.0242  0.1898
Si  -0.0396  0.0126  0.1783
Si  -0.1424  0.0159  0.1627
Si  -0.0427  0.0773  0.379
Si  0.0553  0.0594  0.3331
Si  -0.0787  0.1094  0.3582
Si  0.0001  0.0627  0.3355
Si  -0.0314  0.0082  0.3338
Si  -0.0544  0.0998  0.1806
Si  -0.0655  0.0731  0.3313
Si  -0.0526  -0.0275  -0.3068
Si  0.1255  -0.1945  -0.246
Si  0.0588  0.0031  -0.2191
Si  -0.0112  -0.0417  -0.4211
Si  0.134  -0.0032  -0.301
Si  0.0182  -0.0577  -0.3326
Si  0.0116  -0.043  -0.2574
Si  0.0705  -0.1286  -0.1729
Si  -0.0118  0.0121  -0.1953
Si  0.0083  -0.0161  -0.1861
Si  0.0014  -0.0012  -0.1611
Si  0.0274  -0.0077  -0.1929
Si  0.0076  -0.0093  -0.1616
Si  0.0071  0.0045  -0.192
Si  0.0428  -0.0312  -0.1815
Si  -0.0041  0.0053  -0.1807
Si  0.0034  -0.0029  -0.0108
Si  -0.0106  -0.0001  -0.0147
Si  0.0031  -0.01  -0.0248
Si  -0.0174  -0.0076  -0.0207
Si  -0.0028  0.0152  -0.0218
Si  -0.0116  0.0041  -0.0192
Si  -0.0015  -0.0012  -0.0044
Si  -0.0084  -0.0028  -0.0153
Si  -0.0028  0.0043  -0.0026
Si  0.0056  0.0088  -0.0045
Si  0.0093  -0.0052  -0.0096
Si  0.0049  -0.0037  -0.0175
Si  0.0014  0.0045  -0.0105
Si  0.0007  -0.0087  -0.0137
Si  -0.0031  -0.0078  -0.0087
Si  0.0033  0.0058  -0.0056
Si  0.0078  -0.0019  0.0074
Si  -0.0045  0.0069  0.0136
Si  -0.007  0.0016  0.0174
Si  0.0023  -0.0067  0.0174
Si  -0.0111  0.0002  0.0134
Si  0.0021  -0.0056  0.0148
Si  0.0088  -0.0024  0.0158
Si  -0.0095  0  0.0138
Si  0.0005  0.0085  0.0056
Si  0.0076  -0.001  0.0108
Si  0.0021  -0.0059  0.0134
Si  -0.002  -0.0062  0.0089
Si  0.0032  -0.0032  0.0121
Si  0.0034  0.007  0.0077
Si  -0.0032  0.0077  0.0067
Si  0.0009  -0.0058  0.0054
Si  0.0018  -0.0014  0.0402
Si  0.0033  0.0012  0.0318
Si  -0.0063  -0.0001  0.0378
Si  -0.0056  0.0069  0.0385
Si  0.0001  0.001  0.0414
Si  -0.0011  -0.0011  0.0378
Si  -0.0027  -0.0022  0.0465
Si  -0.0058  -0.0037  0.0417
Si  -0.0037  -0.0005  0.0356
Si  -0.0023  0.0001  0.045
Si  0.0008  -0.0057  0.045
Si  0.0057  0.0071  0.0477
Si  -0.0004  -0.0022  0.0516
Si  0.0019  -0.0048  0.0429
Si  0.0014  0.0033  0.0426
Si  -0.0043  -0.0042  0.0335
Si  0.008  -0.0053  0.041
Si  -0.0041  0.0076  0.0487
Si  -0.0025  -0.0064  0.0462
Si  -0.0008  -0.0032  0.0329
Si  -0.0029  0.0014  0.0439
Si  -0.0092  0.0022  0.0387
Si  0.0009  0.0012  0.0259
Si  0.0037  -0.0029  0.0487
O  -0.0012  0.0148  -0.0212
O  0.0005  -0.0185  -0.0198
O  0.0014  0.0089  -0.0328
O  -0.0029  -0.0018  -0.0347
O  -0.0042  0.0058  -0.0303
O  -0.0015  -0.0004  -0.0156
O  0.007  -0.0003  -0.0194
O  0.0083  -0.0085  -0.0241
O  0.0128  -0.0089  -0.023
O  -0.0006  0.0031  -0.0179
O  0.0067  -0.0001  -0.0181
O  -0.0033  -0.0036  -0.023
O  -0.005  -0.0042  -0.0087
O  0.0037  0.0025  -0.0171
O  -0.0054  -0.0034  -0.0223
O  -0.0037  0.006  -0.027
O  -0.0012  0.0135  -0.0327
O  0.0059  -0.0134  -0.0344
O  -0.0008  -0.0032  -0.0046
O  0.0002  0.0083  -0.0275
O  0.001  0.0116  -0.0304
O  -0.0004  -0.0024  -0.0187
O  0.0106  0.0065  -0.0264
O  -0.0064  -0.0015  -0.011
O  -0.0061  -0.0013  -0.0182
O  -0.0033  0.0002  -0.0122
O  0.0071  -0.0047  -0.0242
O  -0.0014  -0.0096  -0.0233
O  -0.0061  0.0096  -0.0327
O  -0.0082  0.0063  -0.0162
O  0.0101  0.0008  -0.0252
O  -0.01  0.0069  -0.0347
O  0.0022  -0.0039  -0.0059
O  -0.0097  0.0017  -0.0155
O  0.0029  -0.0075  -0.0153
O  0.0045  0.0031  -0.0147
O  -0.0022  -0.0013  -0.0118
O  -0.0052  0.01  -0.0154
O  -0.0015  -0.0067  -0.0234
O  0.0033  -0.0033  -0.0107
O  -0.0042  0.0091  -0.0207
O  0.0008  0.0004  -0.0123
O  0.0063  -0.0048  -0.0168
O  0.0008  -0.0114  -0.0298
O  0.0021  0.0013  -0.0045
O  -0.0019  -0.0013  -0.0109
O  -0.0002  0.001  -0.0025
O  -0.0002  -0.0003  -0.0137
O  -0.0025  -0.001  -0.0133
O  0.0094  -0.0121  -0.0307
O  0.0058  0.0133  -0.0313
O  -0.0058  -0.0058  -0.0205
O  -0.0051  0.001  -0.0141
O  0.0049  0.0001  -0.0157
O  -0.0012  -0.0028  -0.0091
O  -0.0013  0.001  -0.011
O  0.0073  -0.0013  -0.0325
O  0.0084  -0.0051  -0.0238
O  -0.0025  0.0022  -0.0123
O  0.0053  -0.003  -0.0175
O  -0.0005  0.0047  -0.026
O  -0.0049  0.0121  -0.0295
O  -0.0051  0.0015  -0.018
O  0.0116  -0.0032  -0.0334
H  -0.2883  0.3494  -0.2846
H  0.2974  -0.2465  -0.2607
H  -0.3679  0.2544  -0.2662
H  0.3067  -0.2049  -0.2576
H  -0.2468  0.251  -0.3022
H  0.3157  -0.3311  -0.2638
H  -0.2593  0.2813  -0.2967
H  0.4039  -0.2751  -0.2246
H  -0.1978  0.4025  -0.2936
H  0.3176  -0.3104  -0.2683
H  -0.2092  0.3232  -0.2818
H  0.3496  -0.279  -0.2515
H  0.3026  -0.2752  -0.2579
H  -0.2859  0.3129  -0.2805
H  0.2893  -0.3354  -0.2429
H  -0.3136  0.2912  -0.2857
H  -0.2472  0.2973  0.2606
H  0.1913  -0.4297  0.2345
H  -0.4341  0.2579  0.2147
H  0.2587  -0.2417  0.3366
H  0.3054  -0.2187  0.2862
H  -0.3832  0.2546  0.269
H  0.3156  -0.337  0.2198
H  -0.2716  0.2172  0.2535
H  -0.3788  0.3793  0.211
H  0.2142  -0.2306  0.3189
H  -0.3241  0.2053  0.2445
H  0.2848  -0.4381  0.2396
H  -0.3032  0.2364  0.2604
H  0.3582  -0.2971  0.2576
H  -0.2187  0.4162  0.2498
H  0.2312  -0.2838  0.3145

The program warned: the cutoff lies below the one the program advises for these potential files; the forces do not sum to zero within the program's tolerance; empty levels may hold ghost states of the PAW files; the exchange-correlation potential is rough where the density is thin.
